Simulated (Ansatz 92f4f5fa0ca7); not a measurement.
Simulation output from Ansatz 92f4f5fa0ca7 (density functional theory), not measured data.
Periodic cell of 177 atoms, Si107O70, from a study of silicon, its oxide and their interface. The atomic structure is a simulated model.

Settings
functional: r2SCAN
potential files: Ansatz norm-conserving
basis: plane waves
wave-function cutoff: 1300 eV
density cutoff ratio: 4
exchange-correlation grid ratio: 1
k mesh: 2 x 2 x 1, shifted by 0.5 0.5 0.5 of a step
self-consistency stop: 5e-08 eV per atom in the density residual
occupations: Fermi-Dirac, 0.05 eV
spin: none
net charge: 0

Cell vectors (angstrom)
a, 11.54, 0, 0
b, 0, 11.54, 0
c, 0, 0, 23.1174

Atoms and the computed forces on them: element, x, y, z (angstrom), force x, y, z (eV/angstrom)
Si, -0.1539, 0.6308, 0.1631, -0.1869, 0.3978, -0.2035
Si, -0.0803, 3.7941, 0.3345, -0.0081, 0.0039, -0.7471
Si, -0.1033, 6.9587, 0.0121, -0.0878, -0.2534, -0.3567
Si, 3.3281, 0.6298, -0.3796, 0.2234, 0.1384, 0.0414
Si, 3.7689, 3.6648, 0.3004, -0.0429, -0.0975, -0.6952
Si, 4.0764, 6.7346, -0.0556, 0.2042, -0.0686, -0.4939
Si, 7.796, 0.61, 0.0498, 0.1699, 0.3001, -0.5552
Si, 7.7035, 3.6249, 0.5417, 0.0239, -0.3877, -0.8692
Si, 7.5966, 6.6066, 0.0709, 0.1226, -0.4976, -0.1773
Si, 1.8115, 0.1746, 1.3631, 0.0906, -0.0102, -0.1977
Si, 1.8665, 3.8212, 1.6152, -0.0264, -0.0444, -0.2197
Si, 1.9853, 7.4898, 1.1133, 0.0121, -0.2392, -0.1841
Si, 5.8986, -0.0548, 1.287, -0.3045, 0.0976, -0.5172
Si, 5.6939, 3.6292, 1.6858, -0.0585, 0.1271, -0.2604
Si, 5.792, 7.2538, 1.4954, 0.0786, -0.0053, 0.1155
Si, 9.5676, 0.1471, 1.5265, -0.0397, -0.0124, -0.1137
Si, 9.6416, 3.7689, 1.785, -0.1276, -0.0637, -0.2474
Si, 9.5217, 7.4086, 1.3229, -0.0174, -0.0776, -0.0087
Si, 1.8934, 1.9129, 2.9179, -0.0611, -0.0963, 0.2108
Si, 1.9228, 5.7994, 2.8109, 0.0593, 0.1441, 0.1001
Si, 1.9296, 9.554, 2.4888, -0.0305, 0.0659, -0.2014
Si, 5.7354, 1.7126, 2.9312, 0.0223, -0.1874, 0.0766
Si, 5.7437, 5.5565, 3.0221, -0.0143, 0.0097, 0.2363
Si, 5.8199, 9.459, 2.5688, -0.0609, -0.1827, 0.0236
Si, 9.598, 1.8725, 3.0752, 0.0775, -0.0532, 0.2081
Si, 9.6066, 5.7396, 2.9683, -0.1445, 0.2395, 0.1889
Si, 9.5827, 9.5211, 2.6001, 0.0358, -0.015, -0.1816
Si, 0.0222, 1.9125, 4.3328, -0.0142, -0.1704, 0.0051
Si, 0.0336, 5.7999, 4.2413, 0.0086, 0.0715, -0.006
Si, 0.0125, 9.5572, 3.97, -0.058, -0.0034, -0.0211
Si, 3.8182, 1.8963, 4.2561, -0.0334, -0.1062, -0.0112
Si, 3.7823, 5.7291, 4.2451, -0.0483, -0.0035, -0.0563
Si, 3.8487, 9.579, 3.9327, 0.0535, 0.0778, -0.1227
Si, 7.6356, 1.87, 4.3315, 0.0271, -0.0366, 0.0836
Si, 7.6961, 5.7019, 4.3161, 0.0949, -0.0484, -0.0486
Si, 7.6952, 9.5271, 4.046, 0.0891, 0.0518, 0.034
Si, -0.0077, -0.1141, 5.4984, 0.0521, 0.0628, 0.0549
Si, 0.047, 3.8806, 5.6251, -0.0301, -0.0091, -0.0284
Si, 0.0225, 7.761, 5.5334, -0.0177, -0.0333, -0.0358
Si, 3.8279, -0.0919, 5.4499, -0.0466, 0.0943, -0.0018
Si, 3.8232, 3.8411, 5.6146, -0.0092, 0.1023, 0.0778
Si, 3.8394, 7.7426, 5.4202, 0.0045, -0.0495, -0.0058
Si, 7.6987, -0.135, 5.5342, 0.0036, -0.1045, 0.0587
Si, 7.6982, 3.8212, 5.6776, -0.0429, 0.0934, 0.0798
Si, 7.721, 7.6905, 5.5572, -0.0781, 0.0072, 0.0341
Si, 1.927, -0.0026, 6.837, -0.0858, -0.0805, 0.0805
Si, 1.9437, 3.9379, 7.009, -0.0894, -0.0698, 0.2695
Si, 1.9834, 7.8511, 6.841, 0.0287, 0.0446, 0.2196
Si, 5.7358, -0.0562, 6.83, -0.023, 0.0784, 0.1249
Si, 5.7438, 3.9634, 6.9733, 0.1243, -0.0336, 0.1976
Si, 5.7255, 7.7215, 6.8128, 0.0328, 0.0723, 0.0917
Si, 9.6286, -0.1019, 6.9288, 0.0446, 0.0233, 0.0458
Si, 9.6656, 3.8304, 6.9818, 0.0584, -0.1152, 0.0868
Si, 9.6527, 7.7005, 6.953, 0.0236, 0.0196, 0.0402
Si, 1.8983, 1.9113, 8.242, 0.0212, 0.144, -0.1873
Si, 1.9974, 5.9956, 8.2649, 0.0344, 0.1851, -0.209
Si, 1.9977, 9.7299, 8.3034, -0.1266, -0.0564, 0.1055
Si, 5.8133, 1.9412, 8.1499, 0.0716, 0.0672, -0.2224
Si, 5.722, 5.9555, 8.3708, -0.092, -0.0345, 0.0351
Si, 5.607, 9.5804, 8.2093, 0.0272, -0.0318, -0.1748
Si, 9.6494, 1.8666, 8.3065, -0.1572, -0.0996, -0.0966
Si, 9.6771, 5.757, 8.3404, 0.2393, 0.0197, 0.0315
Si, 9.6256, 9.5786, 8.3996, 0.1163, 0.0119, 0.1428
Si, 0.0219, 1.823, 9.645, 0.0176, -0.3361, 0.0824
Si, 0.144, 5.9469, 9.6985, 0.0077, -0.1866, 0.5352
Si, 0.1432, 9.6513, 9.7276, 0.1251, -0.1068, 0.1447
Si, 3.8836, 1.9118, 9.4452, 0.1502, -0.0618, 0.0588
Si, 3.7649, 6.0323, 9.8267, 0.1266, -0.2119, -0.1342
Si, 3.8483, 9.6787, 9.7939, 0.106, 0.2853, 0.0557
Si, 7.6944, 1.9885, 9.6343, 0.01, 0.1474, 0.1414
Si, 7.7383, 5.7829, 9.635, 0.167, 0.3381, 0.1714
Si, 7.5008, 9.7025, 9.4853, 0.1408, 0.0035, 0.0119
Si, 0.1256, 0.0131, 11.0569, -0.1216, 0.3918, 0.1376
Si, -0.065, 3.4498, 11.266, 0.3277, 0.2599, 0.0013
Si, 0.7917, 8.2305, 11.5296, -0.4096, 0.1057, -0.1166
Si, 4.7313, 0.1637, 10.7834, -0.7855, 0.243, 0.6428
Si, 4.0711, 3.854, 10.7211, 0.0561, -0.2485, 0.5699
Si, 3.2805, 7.9205, 11.3068, 0.4129, -0.0455, 0.6867
Si, 7.0576, 0.065, 10.7406, 0.5568, -0.12, 0.2914
Si, 7.243, 3.9584, 10.9508, -0.7299, -0.6064, 0.1105
Si, 7.7436, 8.3511, 11.3404, 0.1459, -0.0426, 0.0397
Si, -2.3905, 4.2625, 13.1124, 0.0637, -0.0814, 0.3762
Si, -1.5113, 6.0309, 14.3904, 0.2156, 0.259, 0.6104
Si, -0.921, 8.9483, 14.1474, 0.3616, -0.0739, 0.6899
Si, 4.527, -0.1964, 13.834, -0.1435, 0.1865, 0.3006
Si, 0.4767, 3.8812, 17.6377, 0.0174, -0.4141, 0.1818
Si, 1.2497, 5.2368, 15.1233, 0.2722, -0.0203, 0.511
Si, 9.1361, -0.8989, 12.4806, -0.0278, 0.0244, 0.2776
Si, 5.4725, -3.0867, 13.5721, 0.0625, 0.0969, 0.4931
Si, 12.2728, 10.3781, 16.1433, 0.1681, -0.0482, 0.3185
Si, 1.7917, 0.3586, 13.7855, 0.0115, -0.4066, 0.4261
Si, -1.5581, 5.795, 17.5489, 0.0075, 0.118, 0.3508
Si, 1.3174, 6.4905, 17.7002, 0.1644, 0.2402, 0.0815
Si, 7.0513, 6.0196, 18.5819, 0.0175, -0.1869, -0.2513
Si, 2.2173, 3.2681, 13.2627, 0.4506, 0.0379, 0.2709
Si, 5.8109, 8.0249, 16.6335, 0.0459, 0.1053, 0.2311
Si, 2.0674, -0.8014, 20.1516, 0.0215, 0.1876, -0.5808
Si, 8.5834, 2.5145, 15.5323, 0.0379, -0.3822, 0.4162
Si, 11.0505, 9.5885, 21.2663, 0.0788, -0.0814, -0.0474
Si, 5.9855, 1.1409, 16.1418, -0.2016, -0.1067, 0.1371
Si, -4.5463, 3.1889, 17.6775, -0.1946, 0.0287, 0.4206
Si, 2.9704, 9.0095, 17.8124, -0.0122, 0.0315, -0.0913
Si, 0.3221, 0.9213, 18.4753, -0.1279, 0.0295, -0.0619
Si, 6.4391, 7.4665, 21.4037, 0.0054, 0.1039, -0.3666
Si, -2.3915, 1.1308, 17.8593, 0.0752, -0.1616, 0.2437
Si, 7.252, 10.4637, 17.7394, 0.0789, 0.0911, -0.2388
Si, 8.0008, 10.0903, 20.7569, -0.1503, 0.0213, -0.2675
O, -1.2221, 1.0956, -4.129, 0.1325, -0.029, -0.2991
O, -0.3405, -0.6221, -0.9087, 0.0202, 0.1586, -0.0729
O, -0.1325, 2.2506, -0.449, 0.04, -0.2939, 0.6769
O, -0.1097, 5.3149, -0.5104, -0.002, 0.0462, 0.7518
O, -0.2925, 6.8205, -5.2921, 0.0445, -0.3647, -0.1934
O, 1.3938, 12.1164, -3.5041, 0.0365, -0.3598, 0.1475
O, 3.9117, 5.1148, -0.5414, -0.0157, 0.4305, 0.6629
O, 3.5462, 2.28, -0.6566, 0.0925, -0.2909, 0.463
O, 2.8866, -0.3117, -1.6562, 0.0092, 0.269, 0.1948
O, 0.8382, 2.3547, -5.1793, -0.1491, 0.0779, 0.0504
O, 6.6531, 6.7597, -3.1669, -0.2027, 0.2613, 0.3075
O, 4.8035, 7.4917, -1.3731, 0.1211, -0.3191, 0.1804
O, 7.7571, 2.2283, -0.3846, -0.0546, -0.1566, 0.7933
O, 6.0693, -0.1214, -5.9528, 0.2493, 0.1293, -0.1437
O, 4.7429, -0.0219, 0.0892, 0.2274, 0.1089, 0.3782
O, 7.7462, 4.9798, -0.4005, -0.1249, 0.5586, 0.5817
O, 7.2202, 10.3355, -3.7689, 0.2726, -0.07, 0.3765
O, 7.0933, 8.9564, -1.6494, -0.1735, 0.0814, -0.1618
O, -2.4214, -2.3805, 11.7696, -0.2358, -0.0196, 0.1644
O, -1.3561, 0.106, 11.7683, -0.058, -0.353, 0.1102
O, -5.9059, 3.7896, 11.164, 0.1639, 0.2556, -0.192
O, -3.8951, 4.2614, 12.5291, 0.1555, -0.1102, -0.3757
O, 0.7419, 4.5702, 10.3975, -0.4798, 0.1922, 0.1432
O, -0.2197, 9.1629, 15.622, -0.1695, 0.0442, -0.5424
O, 1.2229, 0.1904, 12.2798, -0.2234, -0.0939, -0.4507
O, 9.6606, -1.2738, 13.9771, -0.0744, -0.0225, -0.5885
O, 10.0228, 4.0001, 11.751, 0.048, -0.1311, 0.0346
O, 3.2832, 3.4902, 12.0991, -0.1195, 0.0562, -0.1232
O, 4.1481, 7.9555, 12.7638, -0.2952, 0.038, -0.5697
O, -3.42, 6.8697, 10.8358, -0.0557, -0.111, -0.0399
O, -0.0225, -4.6731, 11.0853, 0.1042, -0.1763, -0.3739
O, 4.5518, 0.5493, 12.399, 0.0957, -0.2552, -0.32
O, 9.7076, 7.6007, 14.1118, 0.1804, 0.0907, -0.0512
O, -3.6677, 3.7199, 16.3963, 0.0651, -0.341, -0.0764
O, 7.6787, 11.342, 12.3048, -0.0011, 0.0179, -0.3593
O, 19.4256, 2.0148, 18.4227, 0.0622, 0.1189, -0.4275
O, 0.7568, -0.0628, 14.9515, 0.1575, 0.0662, -0.3659
O, 0.254, -2.7231, 12.9898, -0.0555, -0.2068, -0.273
O, 0.7225, 3.1885, 12.6579, -0.2209, 0.1133, -0.248
O, -1.8173, 1.8277, 16.4917, -0.5009, 0.1553, -0.0996
O, 0.1131, 5.8567, 14.1569, -0.2708, -0.017, 0.0325
O, -2.8478, 11.1599, 17.4425, -0.2156, 0.2112, 0.0924
O, 5.4679, -1.4946, 13.9, -0.0521, -0.1682, -0.2114
O, 3.0017, -0.7016, 14.0179, 0.053, 0.2457, -0.304
O, -1.0511, 4.3127, 18.0625, 0.2417, 0.3034, -0.2733
O, -1.8746, 5.7812, 15.9653, 0.1909, 0.0634, -0.4769
O, 0.5868, 4.0539, 16.027, 0.0519, 0.3827, -0.1211
O, 2.3679, 1.8544, 14.0432, -0.1096, 0.1117, -0.2882
O, 8.6556, -5.3155, 18.3592, -0.1603, -0.0838, -0.0849
O, 13.046, 4.9754, 18.3331, -0.4119, 0.1353, -0.4419
O, 6.6857, 4.4228, 18.666, 0.1906, 0.2011, -0.2047
O, 9.2595, 3.0072, 14.1746, 0.0226, 0.3171, -0.505
O, 11.7651, 11.2222, 17.43, 0.1059, 0.0807, -0.0694
O, 6.7536, 8.1835, 12.6214, 0.1601, 0.0412, -0.2457
O, -0.3523, -3.4244, 21.9614, 0.0413, -0.0866, 0.0739
O, 0.8367, -1.8629, 20.3185, -0.1494, 0.1056, 0.2486
O, 2.1474, 9.6974, 16.5873, -0.175, 0.0134, 0.1327
O, 2.4195, 4.5438, 14.2607, -0.3215, -0.2179, -0.3224
O, 7.9662, 11.3872, 21.7197, -0.0527, 0.0548, 0.2414
O, 1.8094, -5.1459, 16.1317, -0.3962, -0.3623, -0.1401
O, 7.3942, 1.3974, 15.3407, 0.152, 0.2674, 0.0961
O, 2.215, 7.658, 18.3544, -0.0644, 0.0083, -0.1691
O, 9.5709, -1.8992, 20.5538, 0.0681, 0.1024, 0.206
O, 6.1807, 6.6157, 17.3445, 0.1594, 0.0743, 0.1402
O, 3.0741, 10.0517, 19.0619, -0.273, 0.0566, 0.2384
O, 4.8757, 0.848, 15.0245, 0.0542, -0.2273, -0.2302
O, 5.6417, -3.7957, 15.0382, -0.0365, 0.2114, -0.3738
O, 4.4478, 8.6407, 17.2715, 0.0917, -0.0956, -0.0577
O, 7.0549, 9.0372, 16.9885, -0.2128, -0.0092, 0.0122
O, 5.6542, 14.0003, 17.0671, 0.5423, -0.0725, -0.1677

Results
free energy: -45095.079 eV
free energy less fixed offsets of O -463.61, Si -117.95 eV per atom: -21.729 eV
pressure: -1.42 GPa
stress xx, yy, zz, yz, xz, xy (GPa, positive in tension): 0.54, 2.1, 1.61, 1.79, 0.54, 0.27
